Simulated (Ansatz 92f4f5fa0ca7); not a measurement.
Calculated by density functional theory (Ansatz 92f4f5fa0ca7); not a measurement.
Periodic cell of 220 atoms, Si132O88, from a study of silicon, its oxide and their interface. The atomic structure is a simulated model.
This geometry differs little from another in the collection (a relaxation step or a small displacement).

Settings: functional r2SCAN; potential files Ansatz PAW; basis plane waves; wave-function cutoff 800 eV; density cutoff ratio 5; exchange-correlation grid ratio 1; k mesh 1 x 1 x 1, shifted by 0.5 0.5 0 of a step; self-consistency stop 1e-10 eV per atom in the density residual; occupations fixed; spin none; net charge 0.

Cell vectors (angstrom)
a  10.88  0  0
b  0  10.88  0
c  0  0  31.3488

Atoms and the computed forces on them: element, x, y, z (angstrom), force x, y, z (eV/angstrom)
Si  -0.183  0.0159  0.1425  -0.0029  -0.0073  0.0253
Si  3.0058  2.4006  -0.1869  -0.0019  -0.0037  -0.0007
Si  -0.2927  5.8473  -0.1157  0.0032  0.0022  0.0054
Si  3.0159  8.1509  0.1467  -0.0085  0.005  -0.0001
Si  5.2855  0.1736  0.0456  0.0005  0.0053  0.0072
Si  8.792  2.5239  -0.143  -0.0075  0.0062  0.015
Si  4.9589  5.6824  -0.0882  0  -0.005  0.0016
Si  8.5719  8.2773  -0.396  0.0005  -0.0009  0.0058
Si  1.4349  1.3239  1.243  -0.0014  0  -0.0026
Si  3.9575  4.0402  1.1925  0.0018  -0.0012  0.0019
Si  1.3326  6.9117  1.2167  -0.0006  -0.0012  -0.0027
Si  4.1893  9.5871  1.5153  0.0006  -0.0012  -0.0024
Si  6.9272  1.4798  1.0765  -0.0032  -0.0014  -0.0013
Si  9.6065  4.188  1.3034  -0.0019  0  -0.0033
Si  6.5817  6.6878  1.2839  0.0038  0.0051  -0.0002
Si  9.4541  9.4811  1.4093  0.0019  0.0024  -0.0016
Si  0.093  2.7596  2.6068  0.0025  -0.0028  -0.002
Si  2.7132  0.0255  2.73  -0.0029  0.0006  -0.0016
Si  -0.0105  8.1553  2.6874  -0.0022  0.0007  -0.0003
Si  2.6414  5.4477  2.5711  -0.0004  -0.0006  0.0012
Si  5.4818  2.7621  2.5068  0.0014  -0.0016  -0.0016
Si  8.1002  0.0601  2.6079  0.0026  0.0031  -0.001
Si  5.4725  8.1314  2.782  0.0022  0.001  0.0016
Si  8.1096  5.4376  2.6068  0.001  -0.0012  0.0001
Si  1.3851  4.1014  4.0159  0.0006  0.0011  0.0005
Si  4.1345  1.4137  3.9624  0.0017  0.003  -0.0013
Si  1.3281  9.5357  4.0395  -0.0011  -0.001  -0.0007
Si  4.0173  6.7707  3.9961  -0.0008  -0.0001  0.0009
Si  6.7672  4.0856  3.9723  -0.0006  -0.0012  0.0003
Si  9.5329  1.3933  3.9255  -0.0017  -0.0017  -0.0008
Si  6.8272  9.5566  4.0411  0.0005  -0.0011  -0.0016
Si  9.4924  6.7851  3.9882  0  0.0007  -0.0014
Si  -0.0237  0.0477  5.3507  0.0009  0.0016  -0.0004
Si  2.778  2.7606  5.3506  -0.0001  -0.0012  -0.0012
Si  -0.0195  5.4352  5.3459  -0.0012  -0.0013  0
Si  2.6837  8.1495  5.3585  0.0009  -0.0001  0.0002
Si  5.4359  0.0215  5.3554  -0.0005  -0.001  -0.0005
Si  8.1598  2.718  5.3126  -0.0001  0.0007  0
Si  5.418  5.4413  5.3418  0.0012  0  0.0006
Si  8.1973  8.1892  5.3686  0.0001  -0.0002  0.0006
Si  1.3791  1.3923  6.6801  -0.0001  0.0002  0.0002
Si  4.1099  4.0935  6.7462  0.0006  0.0009  0.0002
Si  1.3265  6.8029  6.7167  -0.0005  0.0002  -0.0003
Si  4.0685  9.5177  6.6794  -0.0007  -0.0011  -0.0002
Si  6.8193  1.3568  6.7071  -0.0008  0.0008  -0.0006
Si  9.5214  4.0646  6.6867  -0.0006  -0.0002  -0.0003
Si  6.799  6.8104  6.6759  -0.0005  0.0012  0.0004
Si  9.5326  9.5563  6.736  -0.0005  0  0.0001
Si  0.0193  2.7365  8.0618  0.0003  -0.0003  -0.0002
Si  2.7199  0.0049  8.0245  0.0001  0.0005  -0.0006
Si  0  8.1869  8.0811  -0.0005  0.0001  0
Si  2.7196  5.4639  8.0591  -0.0003  -0.0002  0.0003
Si  5.4762  2.7094  8.0803  0.0006  0.0005  -0.0002
Si  8.1502  0.0002  8.1045  -0.0006  -0.0004  -0.0002
Si  5.4388  8.1668  8.0311  0  -0.0001  0
Si  8.1545  5.4218  8.02  0.0003  -0.0001  -0.0006
Si  1.3921  4.0995  9.4229  -0.0004  0.0009  0.0003
Si  4.0901  1.3298  9.3928  -0.0006  -0.0008  -0.0003
Si  1.397  9.5388  9.4176  0.0003  -0.0003  0.0004
Si  4.0977  6.8147  9.4014  -0.0002  0.001  -0.0001
Si  6.8536  4.057  9.4334  0.0006  0.0005  -0.0001
Si  9.5366  1.3774  9.4274  -0.0009  0.0007  -0.0004
Si  6.7567  9.5012  9.4422  -0.0009  -0.0007  0.0006
Si  9.4734  6.8089  9.3693  0.0001  -0.0003  0.0003
Si  0.028  0.0167  10.7545  0.0014  -0.0008  -0.0004
Si  2.782  2.7117  10.7504  0.0003  -0.0006  -0.0019
Si  0.004  5.5101  10.7006  0.0004  0.0006  0
Si  2.7977  8.2109  10.7779  -0.0006  -0.0004  -0.0002
Si  5.3936  -0.0211  10.8126  0.001  0.0006  -0.0002
Si  8.2032  2.7125  10.8492  0.0002  0.0005  0.0006
Si  5.4515  5.4167  10.7246  0  -0.002  -0.0016
Si  8.0724  8.0764  10.7757  -0.0011  -0.0006  -0.0009
Si  1.4007  1.4042  12.1028  -0.0013  0  -0.0029
Si  4.2067  4.0176  12.1103  -0.0003  0.0007  -0.0022
Si  1.3865  6.8588  12.0289  -0.0024  0.0021  -0.0001
Si  4.0742  9.5325  12.282  0.0004  0.0015  0.0023
Si  6.7742  1.2946  12.1625  0  0.0002  -0.002
Si  9.5988  4.1776  12.1109  0.0014  0.0001  -0.0013
Si  6.6919  6.721  12.2021  0.002  0.0006  -0.0006
Si  9.4855  9.4756  11.9839  0  0.0002  -0.0007
Si  0.079  2.8247  13.4414  -0.0005  0.0023  0.0003
Si  2.6978  0.0984  13.5822  0.0012  -0.0023  0.0006
Si  0.0943  8.3169  13.3451  0.0093  -0.0001  -0.0044
Si  2.7081  5.3806  13.2632  0.0011  0.0019  -0.0017
Si  5.5633  2.6927  13.6198  0.002  0.0001  -0.0018
Si  8.1279  -0.1629  13.4219  0.0011  0.0006  -0.0018
Si  5.3963  8.1147  13.684  -0.0013  0.0009  0.0005
Si  8.1084  5.3271  13.5085  -0.0021  -0.0018  -0.001
Si  1.7305  3.8946  14.7909  -0.0071  0.0005  0.0016
Si  3.9177  1.6248  14.8749  0.0022  0.0007  0.001
Si  0.8581  10.0527  14.7177  0.0003  -0.0028  0.0022
Si  3.9308  6.5686  14.7976  -0.0066  0.007  0.0007
Si  7.3458  3.6099  14.9296  -0.0013  0.003  0.0049
Si  9.5084  1.3667  14.4931  -0.001  0.0001  0.0042
Si  7.3389  8.9387  14.8395  -0.0024  0.0008  -0.0023
Si  8.8298  6.9792  14.9909  0.0016  -0.0011  0.0028
Si  4.0327  3.6323  21.4633  -0.0006  0.0027  -0.0069
Si  4.1283  5.634  19.1036  -0.0027  -0.0001  -0.0065
Si  14.2683  -9.9669  20.2121  0.0011  0.0004  -0.0055
Si  -1.0734  -0.0803  23.2151  0.0009  -0.0002  -0.0039
Si  4.0134  0.0078  17.4035  -0.0011  -0.0003  -0.0088
Si  12.1744  -1.0388  17.5455  0.0009  -0.0007  -0.006
Si  11.5434  0.8438  21.2285  0.0014  -0.001  -0.0046
Si  16.9339  8.6352  17.4211  0.002  -0.0009  -0.0056
Si  10.625  -5.0679  20.4705  0  0.0018  -0.007
Si  1.1781  3.6708  22.1298  0.0018  0.002  -0.0056
Si  9.7776  -1.2451  19.0314  0.0011  -0.002  -0.006
Si  13.9794  -3.8299  26.5288  -0.0013  0.0002  -0.0013
Si  1.2953  -2.3829  20.2073  0.0007  0.0014  -0.0072
Si  7.8485  6.023  21.7405  0.0016  0.0008  -0.0044
Si  16.7363  5.4497  16.7493  0.0028  -0.0035  -0.0039
Si  3.7731  9.4877  21.9535  -0.0004  -0.0012  -0.0054
Si  17.9839  3.1532  21.8138  -0.0002  -0.0007  -0.0037
Si  1.0145  -1.9065  26.5891  0.0009  -0.0006  -0.0047
Si  3.2252  -1.1669  25.0707  -0.0041  -0.0013  -0.0047
Si  6.795  -2.9979  26.8721  0.0044  0.0001  -0.0021
Si  8.6843  3.9848  26.4861  0.0003  0.0012  -0.0006
Si  9.9133  6.7862  17.8117  -0.0003  0  -0.0077
Si  4.4427  -6.3615  25.6922  0.0013  0.001  -0.0022
Si  7.2607  1.2079  27.0891  0.0006  -0.0016  -0.0016
Si  16.6822  -2.9464  20.2169  -0.0029  0.0038  -0.0089
Si  12.7883  6.0531  16.9666  0.0027  -0.0003  -0.0079
Si  9.6163  2.9525  23.8106  0.0006  0.0015  -0.0041
Si  2.164  2.1986  28.9452  -0.002  0.0034  0.0063
Si  -1.8608  -1.188  25.8919  0.0016  -0.001  -0.0005
Si  -4.0781  -15.8854  24.7662  -0.0007  0.0028  -0.0023
Si  4.1274  1.6477  26.3965  0.0016  0.0016  -0.0032
Si  1.61  -0.883  29.4156  0.0011  -0.0011  0.0018
Si  5.2316  5.8329  28.235  0.0007  0.0024  -0.0019
Si  -3.9947  9.9441  29.0051  0.0015  -0.0015  -0.0025
Si  10.3573  3.8865  28.9622  -0.0014  0.0018  0.0018
Si  8.6262  0.7409  20.7403  0.0008  -0.0003  -0.0063
O  -3.7165  -3.2168  0.0969  -0.0036  -0.0025  -0.0041
O  0.1916  -0.9546  -1.1505  0.0045  -0.0014  0.0011
O  1.9184  0.6781  -1.9366  0.0011  -0.0064  -0.0057
O  0.7176  2.8838  -2.7844  -0.0001  -0.0028  -0.0006
O  0.1778  5.0243  -1.4563  0.0003  0.0012  -0.0015
O  -2.7211  9.1146  -1.7459  0.0002  0.0014  -0.0018
O  3.959  6.9387  -0.3956  0.0067  0.0029  0.0046
O  2.6423  9.0637  -1.1439  0.0044  -0.0037  -0.007
O  5.738  -0.7469  -1.2299  -0.0012  -0.0003  -0.0002
O  4.2253  1.3081  -0.4661  -0.0026  0.0026  -0.0027
O  9.074  3.2309  -1.6087  -0.0029  0.001  -0.0045
O  9.6692  1.1703  -0.3679  0.0185  0.0068  -0.0235
O  5.3476  5.2205  -1.6208  -0.002  -0.0004  -0.0019
O  8.2408  8.3499  -5.0172  -0.0033  0.0027  -0.0114
O  16.0655  4.9108  -13.2398  -0.0059  0.0011  -0.002
O  9.5784  7.0228  -0.6856  0.0014  0.0002  -0.0004
O  -5.3997  3.1759  22.1125  0.0016  -0.0024  0.0025
O  2.436  8.8388  21.2952  0.0022  0.0014  0.0023
O  17.8964  -3.7785  20.8756  0.005  -0.0025  0.0014
O  4.2012  4.932  20.5385  0.0025  -0.0026  0.004
O  1.1193  9.188  16.0805  0.0008  -0.0003  0.0024
O  -0.2546  11.21  15.1844  0.0019  0.0001  -0.0038
O  7.013  4.3824  16.3567  -0.002  0.0012  0.002
O  7.4277  -6.3009  21.1307  -0.0022  -0.0006  0.0005
O  8.4552  2.4178  15.2844  -0.0035  0.0011  -0.0059
O  2.8988  6.9586  16.0322  0.0015  -0.0017  0.0037
O  7.0963  9.39  16.4273  0.0009  -0.0005  0.0028
O  10.3405  7.3368  14.5105  -0.0051  -0.0006  0.0021
O  6.1315  7.0542  16.9781  0.0001  0.0017  0.0011
O  4.5805  1.0048  16.2565  -0.0011  0.0003  0.0016
O  0.8864  6.9579  20.423  -0.001  -0.0006  0.0008
O  2.405  10.9742  17.274  -0.0013  0.0006  0.0013
O  2.8112  2.7654  15.2857  0.0004  -0.0021  -0.0019
O  12.7208  -23.8187  18.7008  -0.0001  -0.0019  0.0045
O  1.3969  4.7318  16.1608  0.0014  0.0001  0.0058
O  5.1419  4.6039  27.1707  0.0011  -0.0003  0.0019
O  9.4561  -4.6939  21.5465  -0.0005  -0.0004  0.003
O  4.8884  5.3979  15.4504  0.0063  0.0007  -0.0026
O  9.8754  5.6973  19.0216  -0.0002  -0.0011  0.0062
O  14.1656  -5.2019  25.6507  0.0026  0.0003  -0.0012
O  5.688  1.3437  26.7212  0.0011  -0.0017  0.0026
O  22.3332  -4.0173  17.3502  -0.0018  0.0016  -0.0002
O  16.4187  -5.9992  24.548  0.0023  -0.0052  -0.0001
O  18.3807  1.9112  20.8149  0.0006  0.0012  0.0017
O  17.3062  8.804  18.9911  -0.0018  0.0016  0.0063
O  -1.5126  8.2165  18.375  -0.0006  0.0038  0.0032
O  15.157  0.4769  18.9314  0.0011  0.002  0.0051
O  15.9826  8.7381  21.4261  -0.0016  -0.001  0.0042
O  -0.1312  9.3061  20.3112  0.001  0.0016  0.0023
O  8.5313  -0.3196  19.507  -0.0039  0.0033  0.0015
O  4.6191  -1.4901  17.1844  -0.001  -0.0003  0.0005
O  12.3734  -3.4854  26.6166  0.0015  -0.0003  -0.0005
O  19.4645  -0.0867  22.1379  0.0003  -0.0025  0.0033
O  4.6154  -3.7486  19.4521  0.0014  0.0009  0.0012
O  -3.3876  -4.7211  23.3276  -0.0009  0.0019  0.0026
O  10.8424  -7.0478  23.1956  -0.001  0.0015  0.0039
O  -0.1467  10.4375  17.998  -0.0022  -0.0011  -0.001
O  1.326  2.0905  21.9647  -0.0016  0.0027  0.0013
O  14.8121  -10.7252  21.5233  0.0018  -0.0026  0.0001
O  18.6918  -5.695  25.8377  0.0036  0.001  -0.0002
O  12.6762  0.4875  20.1016  -0.0004  0.0002  0.0023
O  3.8986  6.7478  27.9295  0.0009  0.0006  0.0017
O  11.4702  4.4754  20.8409  0.0013  -0.0005  0.0018
O  9.4527  -1.1879  24.3261  0.0028  0.0004  0.0032
O  2.6987  5.654  18.3392  -0.0006  0.0002  0.0056
O  3.6548  0.2954  25.6265  0  0.002  0.0052
O  3.5699  2.4859  20.4233  -0.001  0.0005  0.0015
O  10.1325  1.3663  20.6016  0.0005  0.0002  0.0009
O  8.1323  3.0977  23.1008  0.0022  0.0019  0.0029
O  6.2024  -3.6569  25.4869  0.0004  -0.0004  0.0021
O  8.9749  -4.4362  16.5431  0.0003  -0.0003  0.0023
O  1.6077  -1.2445  25.2293  -0.0013  0.0006  0.0033
O  11.2215  -0.2418  22.4148  0.0003  0.0001  0.0036
O  13.6416  4.0322  22.4474  -0.002  0.0007  0.0024
O  -0.4986  -1.4004  26.7326  -0.0011  -0.0042  0.0022
O  3.9866  -7.8991  25.4542  0.0012  -0.0016  -0.0001
O  1.7253  -1.3123  27.8918  -0.0049  -0.0004  0.0016
O  3.7673  -2.4567  25.9214  0.0019  0.0008  0.0018
O  8.148  11.0507  26.1603  0.0004  0.0019  0.0019
O  9.9261  -9.4999  23.8824  -0.0002  0.0016  0.0033
O  -3.0469  2.7138  27.0279  0.0001  0.0016  -0.0014
O  14.5752  -1.4102  23.5543  -0.0017  0.0034  0.0034
O  3.2025  2.0457  27.6876  0.001  0.0042  0.0001
O  -4.6231  -1.6743  27.6781  0.0002  0.0016  0.0021
O  9.6182  -7.4344  25.3181  0.001  -0.0016  0.0039
O  -3.5072  0.5581  28.5737  0.0019  0.0009  -0.0013
O  6.589  -4.1755  27.9803  0.0036  -0.0003  0.0016
O  9.6699  4.5287  27.6465  0.0003  0.0014  0.0021

Results
free energy: -134617.419 eV
free energy less fixed offsets of O -570.45, Si -639.56 eV per atom: 4.101 eV

The program warned: the cutoff lies below the one the program advises for these potential files; the forces do not sum to zero within the program's tolerance; empty levels may hold ghost states of the PAW files; the exchange-correlation potential is rough where the density is thin.
